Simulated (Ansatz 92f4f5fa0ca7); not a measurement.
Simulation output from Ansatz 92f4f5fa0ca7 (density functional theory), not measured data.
Periodic cell of 224 atoms, Si128O64H32, with a vacuum gap, from a study of silicon, its oxide and their interface. The atomic structure is a simulated model.

Settings: functional r2SCAN; potential files Ansatz PAW; basis plane waves; wave-function cutoff 800 eV; density cutoff ratio 5; exchange-correlation grid ratio 1; k mesh 1 x 1 x 1, shifted by 0.5 0.5 0 of a step; self-consistency stop 1e-11 eV per atom in the density residual; occupations fixed; spin none; net charge 0; applied field sawtooth along c, amplitude -0.015 V/angstrom in the program's sign convention, ramp centred at 0.9878 of c and 0.0243 of c wide, no dipole correction.

Cell vectors (angstrom)
a  10.888  0  0
b  0  10.888  0
c  0  0  41.116

Atoms and the computed forces on them: element, x, y, z (angstrom), force x, y, z (eV/angstrom)
Si  0.1499  -0.2127  26.5314  -0.004  0.0055  -0.0067
Si  2.4133  2.8086  26.1363  0.0007  -0.0032  -0.0083
Si  0.1469  5.0351  25.8615  -0.0013  -0.0031  -0.0125
Si  2.2362  8.4675  26.1983  0.0022  -0.004  -0.0009
Si  5.5993  -0.1047  26.021  -0.0007  0.0015  -0.003
Si  7.8115  3.1181  25.9999  0.0046  -0.0019  0.0008
Si  5.6606  5.4221  25.9805  -0.0012  0.0056  -0.0056
Si  7.9945  8.6771  26.0833  0.0047  0.0019  -0.0022
Si  1.377  1.3842  27.6482  -0.0033  -0.0032  -0.0084
Si  4.053  4.1416  27.2385  -0.0018  -0.0002  0.0028
Si  1.1425  6.7545  27.3233  0.0068  0.0062  0.0037
Si  3.9978  9.5912  27.3248  -0.0013  -0.0028  0.0025
Si  6.7559  1.4541  27.3379  0.0016  -0.0011  0.0058
Si  9.4542  4.112  27.3511  -0.0011  -0.0033  0.0029
Si  6.8827  6.9146  27.2968  -0.0017  -0.0024  -0.0087
Si  9.4586  9.509  27.7119  0.003  0.0039  -0.0021
Si  -0.1022  2.7614  28.8057  0.0016  -0.0061  -0.0176
Si  2.7714  0.001  28.8668  -0.0023  0.0091  -0.0063
Si  -0.0972  8.029  28.8825  -0.0101  0.0028  -0.0118
Si  2.6657  5.4802  28.6429  0.0009  0.0006  -0.0133
Si  5.3688  2.7765  28.6957  -0.0051  -0.0019  -0.0107
Si  8.0989  0.1344  28.8247  0.0056  -0.0045  -0.018
Si  5.411  8.2119  28.6588  -0.0006  -0.0005  -0.0082
Si  8.1736  5.5285  28.7298  0.003  0.0064  -0.016
Si  1.3343  4.126  30.0769  -0.0078  0.0046  0.0087
Si  4.1054  1.4046  30.1579  0.0012  -0.0115  -0.0034
Si  1.3406  9.478  30.1137  0.0002  -0.0018  0.0141
Si  4.0542  6.8249  30.027  -0.007  0.0075  0.0029
Si  6.7787  4.1204  30.0385  0.0095  -0.0094  0.007
Si  9.4815  1.4116  30.1944  -0.0022  0.0024  0.0095
Si  6.7406  9.5751  30.0882  -0.0011  0.0022  0.0108
Si  9.4648  6.7543  30.2506  0.007  -0.0005  -0.0072
Si  -0.0141  -0.0121  31.463  -0.007  0.0068  0.0184
Si  2.6933  2.7522  31.4537  0.0021  0.0018  0.0265
Si  0.0046  5.4229  31.5265  -0.0094  0.0061  0.0204
Si  2.7233  8.1517  31.4652  -0.0007  0.0003  0.0163
Si  5.441  0.0276  31.5081  -0.0037  0.0079  0.0182
Si  8.118  2.7802  31.4891  0.0057  -0.0041  0.0129
Si  5.4149  5.4641  31.4096  -0.0105  0.012  0.0321
Si  8.1085  8.2066  31.4794  0.0036  0.0016  0.0138
Si  1.3627  1.3533  32.8074  -0.002  -0.0082  0.1733
Si  4.0819  4.0963  32.8056  -0.0034  -0.0141  0.184
Si  1.3741  6.7988  32.8497  0.006  0.0034  0.1781
Si  4.0742  9.5269  32.8258  0.0031  0.0006  0.1612
Si  6.8122  1.3777  32.8568  -0.0132  -0.0108  0.1823
Si  9.5228  4.0712  32.8597  0.0105  0.0088  0.1712
Si  6.7701  6.8079  32.8058  0.0154  0.0013  0.1753
Si  9.5188  9.528  32.8364  -0.0106  -0.0192  0.1859
Si  0.0085  2.6938  34.1815  -0.1023  0.0011  0.3373
Si  2.7256  0.0023  34.1787  -0.0209  -0.0499  0.2592
Si  0.0059  8.1639  34.1938  0.0014  -0.0068  0.2304
Si  2.7405  5.4358  34.1959  -0.0447  0.0274  0.2854
Si  5.4403  2.7365  34.1898  -0.0016  -0.0378  0.2361
Si  8.184  0.0079  34.2022  -0.0201  0.0234  0.2924
Si  5.4329  8.1562  34.1757  -0.0197  0.0306  0.3289
Si  8.161  5.4601  34.1703  0.0049  -0.016  0.2837
Si  1.3833  4.0484  6.9192  -0.0119  0.0306  -0.3035
Si  4.1017  1.3467  6.9315  0.0492  -0.0286  -0.2485
Si  1.3883  9.5189  6.9319  0.0785  -0.0115  -0.2821
Si  4.1035  6.794  6.9424  0.0301  0.0168  -0.2904
Si  6.8274  4.0892  6.9276  0.0733  0.0021  -0.2658
Si  9.5697  1.343  6.9476  0.0126  0.0988  -0.3479
Si  6.8209  9.4937  6.9084  -0.0362  -0.0266  -0.353
Si  9.5338  6.7867  6.9314  0.0122  -0.0707  -0.2665
Si  0.0365  -0.0289  8.3032  -0.0018  0.0061  -0.186
Si  2.7399  2.696  8.2964  0.0182  0.0164  -0.1825
Si  0.0302  5.4159  8.2685  0.0075  0.0199  -0.1748
Si  2.7589  8.1618  8.2975  -0.0033  0.0046  -0.17
Si  5.4803  -0.0369  8.2659  -0.0078  0.0123  -0.1792
Si  8.2158  2.7305  8.272  -0.0005  -0.0053  -0.1701
Si  5.477  5.4424  8.3007  -0.0134  -0.005  -0.179
Si  8.1672  8.1368  8.29  -0.0052  -0.0124  -0.1892
Si  1.4095  1.3125  9.6711  0.0044  -0.0032  -0.0281
Si  4.1209  4.0632  9.6292  0.0021  -0.007  -0.0111
Si  1.39  6.7812  9.6164  0.0063  -0.012  -0.0107
Si  4.1503  9.4962  9.6698  0.0094  -0.0087  -0.0257
Si  6.8903  1.307  9.5751  -0.0012  0.0014  -0.0128
Si  9.5818  4.0688  9.6619  0  -0.0049  -0.0202
Si  6.8247  6.7903  9.6966  0.0036  -0.0028  -0.0245
Si  9.5531  9.4781  9.6224  0.0043  -0.0026  -0.0222
Si  0.0451  2.6726  11.0134  -0.0034  0.0084  -0.014
Si  2.7886  -0.0527  11.0287  0.0062  0.0023  -0.0121
Si  0.0093  8.1126  10.9737  0.0089  -0.0031  -0.0058
Si  2.7709  5.456  10.9753  -0.0018  0.0037  -0.0049
Si  5.5184  2.6394  10.8852  -0.0002  -0.0047  -0.0052
Si  8.2445  -0.0288  10.9796  -0.007  0.0075  -0.0056
Si  5.4968  8.166  11.0973  -0.0068  -0.0014  -0.0106
Si  8.2235  5.4342  11.0254  0.0039  -0.0054  -0.0112
Si  1.4341  4.0345  12.305  0.0087  0.0025  0.0152
Si  4.2129  1.3021  12.3166  0.0033  0.0091  0.0132
Si  1.3919  9.4552  12.326  -0.0059  -0.0052  0.012
Si  4.0937  6.8113  12.4317  0.0003  -0.0119  0.0125
Si  6.9029  3.9444  12.2483  -0.0074  -0.0035  0.0155
Si  9.639  1.2691  12.3931  -0.003  -0.0085  0.0149
Si  6.9187  9.5439  12.419  0.0087  0.0003  0.0115
Si  9.5616  6.7886  12.4279  0.0023  0.0035  0.0122
Si  -0.0122  -0.2527  13.7654  -0.0042  -0.0034  -0.0238
Si  3.0929  2.9214  13.54  -0.0006  0.0018  -0.0152
Si  0.2406  5.5299  13.6397  0.0067  0.0029  -0.0195
Si  2.3602  7.8593  13.7282  -0.0014  -0.0044  -0.0239
Si  5.7655  0.2282  13.743  0.0035  0.0052  -0.0249
Si  8.0273  2.3915  13.6465  -0.0046  0.0025  -0.0214
Si  5.3196  5.0988  13.4609  -0.0012  -0.0014  -0.0172
Si  8.5616  8.4921  13.7491  0.0015  0.0023  -0.025
Si  1.5736  17.7001  19.0523  0.0016  0.0052  -0.0305
Si  31.1279  -20.5696  24.2971  0.0091  -0.0073  -0.0183
Si  -5.4301  16.8922  16.1724  0.0006  -0.0013  -0.0306
Si  3.6415  1.3341  18.2548  0.0027  -0.0015  -0.0345
Si  -5.654  21.0312  16.7052  0.0021  -0.0018  -0.0297
Si  -2.666  29.0902  21.5283  -0.002  -0.0002  -0.0283
Si  -1.594  7.0569  18.8364  -0.0039  -0.0001  -0.0303
Si  -25.1843  -2.7566  16.6896  -0.0035  0.0003  -0.0277
Si  -28.81  -17.5382  22.6708  -0.0003  0.003  -0.0229
Si  -9.3706  -28.233  20.8045  0.0008  0.0023  -0.029
Si  14.0792  7.9308  16.5131  0.0055  0.0022  -0.0332
Si  -22.6662  -7.3068  15.8193  0.0021  -0.0023  -0.031
Si  3.428  29.7887  21.0671  -0.0037  -0.0009  -0.0299
Si  -5.4681  3.9154  18.2695  -0.0023  0.0005  -0.0276
Si  8.7749  20.3759  23.3177  -0.0006  -0.0029  -0.0278
Si  36.6927  1.5441  23.8314  -0.0027  0.0016  -0.027
Si  10.7743  32.9814  22.0415  0.0061  0.0001  -0.0279
Si  23.2899  -9.3556  15.8781  -0.0011  0.0019  -0.0325
Si  -0.6632  -16.6117  22.7292  -0.0019  -0.0006  -0.0486
Si  -7.2344  -4.2015  23.9848  -0.0019  -0.0015  -0.0316
Si  -0.9423  -29.8351  20.8398  -0.0048  0.0067  -0.0265
Si  -13.3634  -50.3499  18.4706  0  0.0025  -0.0268
Si  27.2627  -26.715  20.7132  0.0021  -0.0064  -0.0358
Si  13.824  32.8123  21.1565  0.0018  -0.0003  -0.0318
O  -3.0122  18.8817  15.1362  -0.0027  -0.0031  0.017
O  -11.2958  37.9429  24.3308  0.006  0.0029  0.0318
O  -8.0828  12.7599  24.8453  -0.005  0.0047  0.0146
O  -6.2863  -18.7733  23.3932  0.0014  -0.0068  0.0212
O  -15.0573  -1.2532  25.66  -0.0024  0.001  0.0073
O  10.6817  1.2919  23.3559  -0.0042  0.0024  0.0113
O  -5.9805  22.2958  17.6418  -0.0036  0.0061  0.0104
O  -8.881  7.7481  20.3131  0.0082  0.0036  0.0158
O  9.1859  6.35  22.3918  0.0052  -0.0043  0.0057
O  24.2511  8.5772  15.2098  0.0047  -0.0024  0.016
O  6.1547  -5.2767  14.776  -0.0012  0.0042  0.0228
O  36.2421  -20.9194  22.4541  0.0043  0.0061  0.0215
O  0.7091  -16.399  21.8636  -0.0042  0.0019  0.0213
O  8.9844  7.8374  20.2096  -0.0023  0.001  0.0196
O  -12.9156  3.1989  19.7269  0.0076  -0.0058  0.0159
O  4.9664  -27.9527  16.9603  0.0022  -0.0054  0.0148
O  15.0002  -4.0837  15.8275  0.001  0.0009  0.0172
O  9.6551  -7.1677  22.1908  0.0013  0.0045  0.0095
O  -14.8508  -26.1621  21.095  0.0028  0.0003  0.0174
O  8.7938  18.8619  17.6041  0.0098  -0.0037  0.0132
O  -16.6894  11.4928  24.6223  0.0073  -0.0081  0.0153
O  -10.8931  6.8392  18.7521  0.0025  -0.0007  0.0063
O  -0.9955  -20.566  20.9955  0.0045  -0.0031  0.0112
O  -1.1656  9.5584  14.2361  -0.001  -0.0023  0.0007
O  19.3624  -16.1186  18.8822  0.0023  0.0047  0.0082
O  -17.4946  -18.9741  18.4693  -0.0001  0.0018  0.0066
O  5.1092  -0.3752  15.1238  -0.0024  -0.0037  0.0152
O  21.0482  20.642  22.4772  -0.004  -0.0017  0.0099
O  -10.0804  -10.6096  15.0992  0.0049  0.0047  0.0094
O  -4.1707  -1.3508  16.9728  0.0006  0.0013  0.0076
O  22.9421  -1.246  25.7184  0.0024  -0.0032  0.0106
O  4.1822  4.0476  14.0049  0.0002  -0.0025  0.0019
O  1.9794  5.2989  19.5119  -0.0004  -0.0071  0.0147
O  -7.8318  -16.5874  23.7343  -0.0004  0.0032  0.0068
O  22.0842  13.4492  16.1464  -0.0012  0.0011  0.0108
O  21.4359  -6.0173  15.0161  -0.0054  -0.0052  0.0128
O  -5.8108  6.3686  24.7428  0.0073  -0.0063  0.0164
O  -11.8317  33.2928  25.6637  0.0025  -0.0036  0.0109
O  6.4723  -14.87  17.0425  0.0022  -0.001  0.0098
O  17.8574  14.3783  18.041  0.0007  0.0017  0.016
O  -7.2764  18.3867  22.5885  -0.0003  -0.0068  0.0198
O  8.5371  2.5536  24.6298  -0.0066  0.0069  0.0174
O  13.1728  18.1724  17.6778  -0.0095  -0.0072  0.0256
O  1.3497  10.9445  21.4519  -0.006  0.0016  0.0167
O  5.4702  4.8767  19.5434  0.001  0.0048  0.0156
O  2.5928  2.2235  14.9126  -0.0058  -0.0066  0.0178
O  3.1804  -10.022  19.7331  -0.0028  -0.0071  0.0261
O  -6.3306  -3.6951  20.2463  -0.0014  0.0009  0.0105
O  12.1587  -7.0195  25.6534  -0.001  0.0035  0.0155
O  2.7536  -3.2525  24.9043  -0.0033  0.0063  0.0241
O  8.7763  -7.9402  14.9791  0.0061  0.0025  0.0127
O  9.4351  14.8942  17.2471  -0.008  0.003  0.0197
O  -23.7602  -2.2687  24.6984  -0.0046  -0.0064  0.0243
O  14.535  20.4836  21.0487  0.0012  -0.0008  0.0013
O  -3.0982  -2.2599  22.375  0.0016  0.0056  0.0087
O  1.3511  6.6281  14.0957  -0.0001  0.0032  0.0051
O  13.2304  12.0975  17.2523  0.0097  -0.0008  0.0175
O  4.1209  -12.7117  17.1642  -0.0014  0.0002  0.0038
O  0.551  -18.5475  20.3308  -0.0001  0.0007  0.0105
O  -4.014  12.2441  14.1955  0.0002  -0.0018  0.0074
O  -8.0863  -7.1225  21.5362  0.0062  0.0003  0.0126
O  15.8755  5.1709  22.0305  -0.0046  -0.0051  0.0157
O  19.1876  -10.7643  23.663  -0.0018  0.0033  0.0111
O  28.5142  4.2647  25.4809  0.0005  -0.0013  -0.0037
H  -0.8059  1.8647  35.114  0.3712  0.3174  -0.2421
H  0.8363  3.5095  35.114  -0.2766  -0.2606  -0.2826
H  1.9142  -0.8298  35.1111  0.2519  0.3441  -0.2557
H  3.5569  0.8144  35.1111  -0.3022  -0.2801  -0.2802
H  -0.8107  7.337  35.1262  0.3069  0.3077  -0.2566
H  0.8359  8.9775  35.1262  -0.3315  -0.2532  -0.2617
H  1.9278  4.605  35.1284  0.2807  0.2681  -0.2667
H  3.5638  6.2561  35.1284  -0.3205  -0.3338  -0.2492
H  6.2724  3.5479  35.1223  -0.3382  -0.2535  -0.2585
H  4.6341  1.8994  35.1223  0.2319  0.3607  -0.2571
H  9.0209  0.8143  35.1347  -0.3524  -0.3277  -0.2432
H  7.3739  -0.8254  35.1347  0.2249  0.2898  -0.2667
H  6.2698  8.9627  35.1081  -0.2671  -0.2529  -0.2763
H  4.6212  7.3245  35.1081  0.287  0.3738  -0.2513
H  8.9968  6.2677  35.1027  -0.3811  -0.2303  -0.2691
H  7.3506  4.627  35.1027  0.2649  0.3332  -0.2552
H  0.5554  3.2327  5.9867  0.3432  0.3117  0.2613
H  2.196  4.8792  5.9867  -0.2336  -0.3131  0.2741
H  4.9079  2.1838  5.9991  -0.2518  -0.2988  0.2801
H  3.2704  0.5345  5.9991  0.3246  0.2985  0.2694
H  0.5583  8.7054  5.9994  0.304  0.2307  0.2891
H  2.1997  10.351  5.9994  -0.307  -0.3242  0.2634
H  4.9152  7.6257  6.01  -0.3072  -0.3363  0.2667
H  3.2802  5.9736  6.01  0.286  0.2582  0.2936
H  5.9954  3.2778  5.9951  0.2749  0.2592  0.2959
H  7.6378  4.9223  5.9951  -0.3231  -0.3451  0.2545
H  8.7327  0.5366  6.0151  0.2762  0.2356  0.3016
H  10.384  2.1721  6.0151  -0.2807  -0.397  0.2452
H  5.984  8.6873  5.9759  0.371  0.2779  0.2443
H  7.631  10.327  5.9759  -0.2243  -0.2938  0.2765
H  8.6981  5.9791  5.999  0.3641  0.3057  0.2528
H  10.3505  7.6136  5.999  -0.2729  -0.2586  0.2876

Results
free energy: -118877.090 eV
free energy less fixed offsets of H -15.71, O -570.45, Si -639.56 eV per atom: -1.890 eV

The program warned: the cutoff lies below the one the program advises for these potential files; the forces do not sum to zero within the program's tolerance; empty levels may hold ghost states of the PAW files; the exchange-correlation potential is rough where the density is thin.
